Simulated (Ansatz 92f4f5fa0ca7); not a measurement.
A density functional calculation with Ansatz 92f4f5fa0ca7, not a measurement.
Periodic cell of 288 atoms, Si144O112H32, with a vacuum gap, from a study of silicon, its oxide and their interface. The atomic structure is a simulated model.

Settings
functional: r2SCAN
potential files: Ansatz PAW
basis: plane waves
wave-function cutoff: 800 eV
density cutoff ratio: 5
exchange-correlation grid ratio: 1
k mesh: 1 x 1 x 1, shifted by 0.5 0.5 0 of a step
self-consistency stop: 1e-11 eV per atom in the density residual
occupations: fixed
spin: none
net charge: 0
applied field: sawtooth along c, amplitude +0.015 V/angstrom in the program's sign convention, ramp centred at 0.9901 of c and 0.0198 of c wide, no dipole correction

Cell vectors (angstrom)
a, 10.88, 0, 0
b, 0, 10.88, 0
c, 0, 0, 50.4244

Atoms: element, x, y, z (angstrom)
Si, 6.9544, 3.1957, 36.8531
Si, 9.6497, 5.8738, 36.8155
Si, 6.4468, 9.1473, 36.7294
Si, 9.118, 0.979, 36.8102
Si, 0.9506, 3.6632, 36.7968
Si, 3.6723, 6.4429, 36.7588
Si, 12.3049, 8.6122, 36.7049
Si, 4.1944, 0.4301, 36.7506
Si, 8.0867, 4.7542, 38.1583
Si, 10.78, 7.4793, 38.0841
Si, 7.9844, -0.6101, 38.0979
Si, 10.7024, 2.1045, 38.1261
Si, 2.5551, 4.8289, 38.0584
Si, 5.2873, 7.5597, 38.0462
Si, 13.471, 10.184, 38.0391
Si, 5.3217, 2.0318, 38.064
Si, 6.6589, 6.1625, 39.3781
Si, 9.3843, 8.8706, 39.3768
Si, 6.6486, 0.7181, 39.5013
Si, 9.3981, 3.4263, 39.5591
Si, 12.1131, 6.1518, 39.495
Si, 14.819, 8.875, 39.4662
Si, 12.1118, 11.5803, 39.3751
Si, 3.9431, 3.4345, 39.3643
Si, 5.3055, 4.7916, 40.7397
Si, 8.023, 7.5141, 40.7438
Si, 5.2867, 10.234, 40.8224
Si, 8.0128, 2.0656, 40.8525
Si, 10.7601, 4.8013, 40.8548
Si, 13.4761, 7.5143, 40.8226
Si, 10.7481, 10.2266, 40.7445
Si, 13.4669, 2.071, 40.7381
Si, 1.3448, -1.3956, 9.5898
Si, 4.1159, 1.3518, 9.6107
Si, 1.3492, 4.0849, 9.6392
Si, 4.0877, -4.0694, 9.648
Si, 6.8131, -1.3328, 9.7065
Si, -1.389, 1.3344, 9.6717
Si, 6.815, 4.061, 9.5979
Si, -1.3606, 6.83, 9.6182
Si, 2.7425, -0.0576, 10.8791
Si, 5.5066, 2.6834, 10.971
Si, 2.7124, 5.4542, 10.9796
Si, 5.4415, -2.7105, 11.0306
Si, -2.7141, 0.0059, 11.128
Si, -0.0183, 2.7074, 10.9758
Si, 8.1324, 5.4732, 10.9215
Si, -0.0205, -2.6955, 10.9997
Si, 1.3911, 1.2933, 12.2056
Si, 4.1317, 4.0935, 12.2416
Si, 1.3509, -4.0693, 12.3326
Si, 4.0366, -1.3778, 12.3465
Si, -4.089, 1.355, 12.5028
Si, -1.4024, 4.1056, 12.2573
Si, 6.8066, -4.067, 12.3698
Si, -1.3369, -1.3612, 12.489
Si, 0.358, -0.2045, 13.6751
Si, 2.9855, 2.4601, 13.4076
Si, -0.2433, -5.2421, 13.567
Si, 2.4759, -2.5179, 13.6893
Si, 5.0935, 0.1929, 13.7135
Si, -2.9913, 3.1161, 13.6484
Si, 5.599, 5.267, 13.6515
Si, -2.4664, -3.032, 13.7486
Si, 8.0761, 3.6198, 30.4926
Si, 2.8146, 9.5394, 26.2711
Si, 11.4377, 3.3119, 27.554
Si, 4.7124, -1.8401, 20.9826
Si, 11.1815, 4.2942, 30.5696
Si, -1.1223, -2.2879, 23.0424
Si, 6.9436, 5.3124, 28.09
Si, 1.141, -4.6514, 19.4924
Si, -2.6, 4.0697, 18.727
Si, -2.1773, 2.7522, 21.4225
Si, 3.7206, -4.4247, 15.8815
Si, 3.9431, -0.1292, 18.7079
Si, -1.9918, -3.9527, 19.112
Si, 1.1149, 0.7919, 18.9641
Si, -0.5635, 0.2903, 16.5129
Si, 3.1792, 1.626, 27.0963
Si, 6.0427, -0.0235, 16.5504
Si, 3.6087, -2.6848, 23.7463
Si, 0.928, -4.1584, 23.6143
Si, 7.8681, 7.3046, 34.6029
Si, 13.181, 0.4513, 29.6732
Si, 8.8461, 7.473, 28.0187
Si, 10.3331, 4.5633, 24.987
Si, 8.0967, 2.2526, 16.4666
Si, 3.4862, -3.0256, 18.5143
Si, 2.5264, 4.9339, 21.9678
Si, 13.134, 1.7416, 34.6216
Si, 2.7123, 2.7052, 31.747
Si, 6.1495, 2.647, 26.6687
Si, -2.6312, -2.0374, 16.6534
Si, 10.9725, 7.2348, 30.1573
Si, 10.6298, 9.1932, 26.0427
Si, 1.5625, 4.2004, 15.6245
Si, 7.5873, 0.9554, 28.9909
Si, 5.1923, 6.9149, 30.0645
Si, 5.3373, -5.1496, 22.8813
Si, 5.6349, 5.1238, 34.6862
Si, 2.7354, 8.5059, 29.1744
Si, -0.4392, 0.3705, 21.4726
Si, 7.3954, 3.6787, 24.1221
Si, 0.4804, 2.9546, 22.5396
Si, 10.4058, 0.5888, 28.0219
Si, 9.3691, 8.8532, 32.2957
Si, 5.3203, 4.326, 31.8115
Si, 0.465, 3.593, 18.278
Si, 7.2258, 9.2077, 30.0527
Si, 10.873, -0.4326, 34.5654
Si, 7.2971, -3.1391, 21.6564
Si, 6.6472, 3.4512, 42.1532
Si, 9.3675, 6.1706, 42.1492
Si, 6.6712, 8.8585, 42.125
Si, 9.3996, 11.57, 42.1415
Si, 12.1269, 3.4125, 42.1442
Si, 3.9656, 6.1401, 42.1338
Si, 12.0967, 8.8848, 42.1417
Si, 14.8063, 11.6074, 42.1445
Si, 8.0181, 4.803, 43.5096
Si, 10.738, 7.5219, 43.4977
Si, 8.0301, 10.211, 43.4787
Si, 10.7554, 2.057, 43.4933
Si, 2.6034, 4.7827, 43.4811
Si, 5.3236, 7.5022, 43.4885
Si, 13.4536, 10.2437, 43.5057
Si, 5.2911, 2.0813, 43.5004
Si, 1.3552, 1.3636, 6.955
Si, 4.0712, 4.0814, 6.9371
Si, 1.3647, 6.786, 6.903
Si, 4.0912, -1.3642, 6.9241
Si, 6.8107, 1.3524, 6.9065
Si, -1.3501, 4.0746, 6.9155
Si, 6.7955, -4.0734, 6.9582
Si, -1.3694, -1.3529, 6.9406
Si, -0.0173, -0.0005, 8.2949
Si, 2.7248, 2.7221, 8.2986
Si, -0.0016, 5.447, 8.2738
Si, 2.7253, -2.7421, 8.2574
Si, 5.4717, -0.0094, 8.2772
Si, 8.1769, 2.7009, 8.265
Si, 5.429, 5.4334, 8.2914
Si, 8.146, -2.6888, 8.3051
O, 7.8067, -2.6575, 15.2229
O, 3.4198, -1.4938, 18.019
O, 9.6306, 3.8836, 30.9407
O, 3.6818, 7.3718, 29.7822
O, 6.7017, 6.2521, 34.2437
O, -1.3269, -4.1466, 14.0977
O, 13.4367, 7.5234, 36.2088
O, 6.7098, 4.1601, 14.1012
O, 3.0676, -3.1958, 15.0518
O, 10.4545, -0.1959, 26.6205
O, 5.0692, 4.3818, 33.3906
O, 4.5392, -0.4503, 20.18
O, 12.8613, 2.7293, 27.0113
O, 2.2582, 3.1673, 14.6482
O, 12.4569, 2.9178, 35.4954
O, -1.5483, 1.4311, 17.1159
O, 9.7643, 0.2798, 35.4945
O, 8.7314, 4.4037, 24.722
O, 5.3199, 10.2323, 36.2147
O, 4.9689, -5.0049, 15.0336
O, 4.382, 5.7891, 35.4501
O, 1.8881, 3.4409, 21.8674
O, 8.9771, 6.5739, 35.5142
O, 8.2627, 9.4599, 31.2772
O, 1.4105, -1.3665, 14.1732
O, 7.5079, 3.3394, 17.5106
O, -0.0599, 0.6381, 15.0165
O, 11.5793, 3.9542, 29.0278
O, 11.6958, 0.3246, 28.9831
O, 7.9522, 3.3377, 20.1269
O, 9.8035, 8.1564, 26.9413
O, 6.8384, 2.5947, 25.1993
O, 7.2074, 8.5504, 35.4069
O, 0.3407, 4.9731, 14.9274
O, 12.2601, 3.5959, 31.5416
O, 2.7998, 0.2858, 26.258
O, 0.4722, -0.0386, 20.1921
O, -0.9012, -1.0071, 22.1147
O, -2.2348, 2.8383, 15.0698
O, -1.3623, -1.0931, 16.3779
O, 4.1919, -3.907, 17.3497
O, 4.0295, 1.3861, 14.0616
O, 12.1014, 7.9342, 29.2302
O, 12.2128, 8.9294, 26.0796
O, -0.7698, 3.551, 21.6633
O, 6.2538, -1.9388, 21.4236
O, 3.4699, 1.067, 35.4418
O, 7.9683, 6.3029, 27.3138
O, 13.242, 1.318, 31.0077
O, 2.6349, 5.2895, 16.1297
O, 4.6053, -3.9747, 23.7462
O, 2.035, -3.0193, 23.8465
O, -1.7914, 1.205, 21.1174
O, 8.0292, 2.0913, 36.2792
O, 6.9729, -1.1881, 17.1924
O, 1.9027, -4.8878, 20.9054
O, -2.1487, -3.0914, 17.7621
O, 1.3679, 4.8115, 18.7758
O, 4.1491, 4.959, 22.0488
O, 7.8009, 4.5772, 29.2335
O, 4.1198, 3.3711, 31.2255
O, 6.9105, 1.2455, 16.0885
O, 9.008, 0.2183, 28.7169
O, 7.7765, 2.9115, 22.7402
O, -0.1101, -3.4742, 22.5636
O, 9.7434, 6.834, 29.1955
O, 0.6468, 0.1527, 17.5593
O, 1.9576, -3.5015, 18.7223
O, -2.6112, -3.1886, 20.3782
O, 3.831, -1.8886, 22.3446
O, -1.0569, 4.0425, 18.3048
O, 6.3326, 3.9946, 35.5897
O, 6.8711, 3.8717, 31.5629
O, 10.7982, 6.1036, 24.7265
O, 5.3826, -0.5386, 15.1603
O, 2.7847, 9.8494, 30.0702
O, 12.0281, 0.6361, 34.2073
O, 2.8883, 2.3952, 33.3087
O, 7.9476, -5.2518, 18.8866
O, 5.78, 6.2291, 28.7259
O, 1.8896, -5.4179, 23.3395
O, 10.516, 8.1898, 31.373
O, 0.424, 1.3318, 22.4734
O, 10.0763, 9.0606, 24.546
O, 6.6479, -0.2195, 29.6009
O, 6.4328, -4.4968, 21.8728
O, 6.2765, 4.1908, 27.1518
O, 0.9709, 3.2668, 16.7941
O, -0.4322, -4.2628, 19.4708
O, 6.0522, 8.205, 30.5341
O, 3.8367, 9.075, 25.0915
O, 8.5982, 7.799, 33.255
O, 10.7381, 4.7711, 36.2635
O, 7.876, 8.5428, 28.7288
O, 4.2964, -3.0386, 19.9355
O, 11.457, 5.8596, 30.8214
O, 3.3231, 1.1624, 28.6375
O, 0.229, 3.4608, 24.0618
O, 5.0229, 0.4936, 17.6896
O, 10.3336, 2.1474, 27.6653
O, 3.2712, 8.9187, 27.6975
O, 5.1611, 5.8172, 31.2293
O, 0.604, 2.2982, 19.2039
O, 7.8993, 2.0769, 30.0918
O, 11.5563, 9.2101, 35.3726
O, 6.9113, 1.6299, 27.6796
O, 6.1773, 4.7242, 23.8322
O, 4.578, 2.2515, 26.5847
O, -2.6496, -2.8155, 22.9384
O, 10.1199, 9.9487, 33.2242
O, 2.7179, 0.8738, 18.9424
O, 10.7881, 4.3508, 26.5191
H, 8.8409, 3.9823, 44.442
H, 7.1948, 5.6234, 44.442
H, 11.56, 6.7003, 44.4301
H, 9.9133, 8.3408, 44.4301
H, 8.8547, 9.3919, 44.4111
H, 7.2105, 11.0349, 44.4111
H, 9.9373, 2.8825, 44.4258
H, 11.5794, 1.2374, 44.4258
H, 1.78, 5.6029, 44.4136
H, 3.4219, 3.9576, 44.4136
H, 4.5007, 8.3229, 44.4209
H, 6.1425, 6.6775, 44.4209
H, 14.2768, 9.4234, 44.4382
H, 12.6325, 11.0662, 44.4382
H, 6.1116, 1.2583, 44.4329
H, 4.4701, 2.904, 44.4329
H, 0.5362, 2.1883, 6.0226
H, 2.1784, 0.5433, 6.0226
H, 3.2466, 4.9004, 6.0046
H, 4.8959, 3.2626, 6.0046
H, 2.1843, 5.9621, 5.9706
H, 0.5441, 7.609, 5.9706
H, 4.9094, -2.1896, 5.9916
H, 3.2684, -0.5434, 5.9916
H, 5.9887, 2.174, 5.9741
H, 7.6341, 0.5322, 5.9741
H, -2.1733, 4.895, 5.9831
H, -0.5272, 3.2539, 5.9831
H, 7.6166, -4.8959, 6.0258
H, 5.9715, -3.2538, 6.0258
H, -2.1879, -0.5278, 6.0081
H, -0.5485, -2.1756, 6.0081

Results
free energy: -156496.331 eV
free energy less fixed offsets of H -15.71, O -570.45, Si -639.56 eV per atom: -6.571 eV

Forces (eV/angstrom), in the order of the atoms: element, x, y, z
Si, -0.0019, -0.0041, 0.0335
Si, 0.0068, -0.0037, 0.0382
Si, -0.0026, 0.0016, 0.0396
Si, -0.0016, 0.0043, 0.0375
Si, 0.0003, 0.0056, 0.0376
Si, -0.0035, -0.0008, 0.0357
Si, -0.0009, -0.0056, 0.0406
Si, 0.0095, -0.0032, 0.0363
Si, 0.0082, -0.0029, -0.019
Si, -0.0007, -0.0058, -0.0155
Si, -0.0067, 0.0074, -0.0126
Si, -0.0066, 0.0077, -0.0133
Si, -0.0022, 0.0079, -0.0187
Si, 0.0009, 0.0106, -0.0154
Si, 0.0045, 0.0011, -0.0141
Si, 0.0003, -0.0011, -0.0189
Si, 0.002, -0.0037, 0.0089
Si, 0.003, -0.0043, 0.0086
Si, 0.0044, -0.0033, 0.0091
Si, -0.0013, -0.0034, -0.0004
Si, 0, -0.0051, 0.0046
Si, 0.0029, -0.0065, 0.0011
Si, -0.0021, -0.0042, 0.0075
Si, 0.0022, -0.0042, 0.0085
Si, -0.0026, -0.0127, 0.0272
Si, 0.0069, -0.0083, 0.0302
Si, 0.0032, -0.0038, 0.0171
Si, 0.0046, -0.0031, 0.0106
Si, 0.0015, -0.0002, 0.0081
Si, -0.0073, -0.0118, 0.0153
Si, 0.0045, -0.0003, 0.0279
Si, 0.0042, -0.0024, 0.026
Si, -0.0048, -0.006, -0.0183
Si, 0.0019, 0.0052, -0.0167
Si, -0.0042, 0.0016, -0.0116
Si, -0.0092, -0.0021, -0.0136
Si, 0.0031, 0.005, -0.028
Si, 0.0014, 0.0018, -0.0234
Si, 0.0029, 0.0023, -0.0158
Si, -0.0011, -0.006, -0.0139
Si, 0.0006, 0.0062, -0.0055
Si, -0.0056, 0.0038, -0.0045
Si, -0.0014, -0.0002, -0.0114
Si, -0.004, -0.0019, -0.01
Si, 0.0024, 0.0061, -0.0072
Si, -0.0011, 0.0003, -0.0106
Si, 0.0007, -0.0058, -0.0078
Si, 0.0053, -0.0029, -0.0095
Si, 0.012, 0.0003, 0.0096
Si, 0.0075, -0.009, 0.0104
Si, -0.0085, 0.0042, 0.01
Si, -0.0051, 0.0039, 0.0126
Si, -0.0057, 0.008, 0.009
Si, -0.0019, 0.0083, 0.0147
Si, 0.0065, -0.0071, 0.0123
Si, 0.0106, -0.005, 0.0085
Si, -0.0019, 0.0062, 0.0291
Si, -0.0123, 0.0125, 0.025
Si, 0.0062, -0.0043, 0.0251
Si, 0.0036, -0.0042, 0.0228
Si, 0.0017, -0.0048, 0.0299
Si, 0.0089, 0.003, 0.0303
Si, -0.0038, -0.0004, 0.0265
Si, -0.0049, 0.0032, 0.0334
Si, -0.0109, 0.0067, 0.058
Si, -0.0034, 0.0005, 0.0765
Si, 0.0082, -0.0107, 0.0773
Si, 0.0028, -0.0076, 0.0753
Si, 0.0037, 0.0016, 0.0629
Si, 0.01, -0.0021, 0.0696
Si, -0.0054, 0.0105, 0.0576
Si, 0.0078, -0.0017, 0.0684
Si, 0.018, 0.0003, 0.075
Si, 0.0038, 0.0056, 0.0772
Si, -0.0012, -0.0009, 0.0797
Si, -0.0056, -0.0073, 0.0698
Si, 0.001, -0.0013, 0.0768
Si, -0.0142, -0.0037, 0.073
Si, 0.0072, 0.0014, 0.0737
Si, -0.0005, -0.0035, 0.0573
Si, -0.0078, 0.0045, 0.0776
Si, -0.013, 0.0113, 0.081
Si, -0.0036, 0.0057, 0.0494
Si, -0.0073, -0.0029, 0.0702
Si, 0.0071, 0.0093, 0.0607
Si, -0.0129, 0.0031, 0.067
Si, -0.0042, 0.0071, 0.0755
Si, -0.0019, -0.0001, 0.0767
Si, -0.0041, 0.0015, 0.081
Si, 0.0195, -0.0079, 0.0659
Si, -0.0062, -0.0055, 0.0731
Si, 0.0097, 0.0029, 0.0771
Si, -0.0034, -0.0032, 0.0663
Si, 0.0089, -0.0056, 0.0817
Si, -0.0025, 0.0021, 0.0615
Si, 0.0049, 0.0049, 0.0801
Si, -0.0007, -0.0022, 0.0736
Si, -0.0041, -0.0049, 0.0621
Si, 0.0068, -0.0072, 0.0564
Si, 0.0037, -0.0028, 0.0573
Si, 0.0066, 0.0013, 0.0755
Si, -0.0058, -0.0156, 0.061
Si, -0.0091, -0.0033, 0.0658
Si, -0.0044, -0.0117, 0.082
Si, 0.0036, 0.0239, 0.0688
Si, -0.003, 0.016, 0.0524
Si, 0.0038, -0.0001, 0.085
Si, -0.0119, -0.0037, 0.0538
Si, -0.0024, 0.0026, 0.0699
Si, 0.003, -0.0022, 0.0569
Si, 0.0055, 0.0038, 0.0738
Si, -0.0065, -0.0037, 0.0633
Si, 0.0072, -0.0012, 0.1909
Si, 0.0167, -0.0127, 0.1915
Si, -0.0191, 0.0143, 0.1843
Si, -0.0102, 0, 0.1806
Si, -0.0108, 0.0014, 0.1826
Si, -0.0062, 0.0091, 0.1801
Si, 0.0184, -0.0167, 0.1897
Si, 0.0023, -0.0015, 0.1938
Si, -0.0448, 0.0266, 0.2982
Si, -0.0241, 0.041, 0.3284
Si, 0.0411, 0.0138, 0.3781
Si, 0.0348, -0.0103, 0.3246
Si, 0.0248, -0.0557, 0.39
Si, -0.0246, -0.0516, 0.3196
Si, -0.0219, 0.0211, 0.2806
Si, -0.0254, 0.0366, 0.3275
Si, -0.0221, -0.0045, -0.3098
Si, -0.0097, 0.0228, -0.3626
Si, 0.0351, -0.0337, -0.3452
Si, 0.0252, -0.026, -0.2763
Si, 0.0418, -0.0168, -0.3247
Si, 0.0195, -0.0294, -0.2903
Si, -0.0234, 0.0293, -0.2963
Si, -0.046, 0.039, -0.3833
Si, 0.0014, 0.0042, -0.1786
Si, -0.0005, -0.0013, -0.1746
Si, -0.0098, 0.0095, -0.1934
Si, -0.0012, 0.0039, -0.1896
Si, -0.001, -0.0026, -0.2016
Si, 0.0021, -0.0002, -0.1914
Si, 0.0089, -0.0106, -0.177
Si, -0.0011, -0.0098, -0.1781
O, -0.0067, -0.0111, -0.0625
O, 0.0035, -0.0042, -0.0274
O, -0.004, 0.0034, -0.0139
O, -0.0096, 0.01, -0.0198
O, -0.0009, -0.0023, -0.0196
O, -0.0063, -0.0007, -0.0149
O, -0.001, 0.0004, -0.0172
O, -0.0034, 0.0018, -0.0163
O, -0.0129, 0.0212, -0.05
O, 0.0038, -0.0153, -0.0384
O, -0.0061, -0.0045, -0.0603
O, -0.0084, 0.0173, -0.0433
O, 0.0059, 0.0002, -0.0213
O, 0.0144, -0.0162, -0.0394
O, 0.0049, -0.0174, -0.0387
O, -0.0017, 0.0029, -0.0268
O, 0.0174, -0.0169, -0.0357
O, -0.0047, 0.0009, -0.032
O, 0.0011, -0.0015, -0.0211
O, 0.0189, -0.0037, -0.0431
O, 0.0132, -0.0121, -0.0302
O, 0.0057, 0.0016, -0.0313
O, -0.0104, 0.0156, -0.0381
O, -0.0202, -0.0011, -0.0447
O, 0.0008, -0.0026, -0.0153
O, -0.0044, -0.0191, -0.0466
O, 0.0106, -0.0003, -0.054
O, -0.0004, -0.0101, -0.0531
O, -0.0167, 0.0063, -0.0366
O, -0.0089, 0.0159, -0.0534
O, 0.0179, 0.0097, -0.034
O, 0.0138, 0.0123, -0.0505
O, 0.0087, -0.0121, -0.0356
O, -0.0143, 0.0211, -0.034
O, -0.0192, 0.0114, -0.0281
O, 0.002, -0.0228, -0.0204
O, 0.0182, 0.0055, -0.0502
O, 0.0013, 0.0237, -0.0262
O, -0.007, 0.0033, -0.0564
O, 0.0014, 0.0017, -0.0297
O, 0.0093, -0.0152, -0.0536
O, -0.0038, -0.003, -0.017
O, 0.0088, 0.005, -0.023
O, -0.0033, -0.0011, -0.0262
O, -0.0078, 0.0029, -0.0338
O, -0.0091, 0.0028, -0.0245
O, -0.0173, 0.0125, -0.0314
O, -0.0003, -0.0033, -0.015
O, -0.0047, -0.0199, -0.0405
O, 0.0024, -0.0013, -0.0231
O, 0.0112, -0.0069, -0.0198
O, -0.0011, -0.0069, -0.0308
O, 0.0028, 0.0003, -0.028
O, 0, -0.0019, -0.0111
O, 0.0011, 0.0035, -0.0171
O, -0.0159, 0.0157, -0.0496
O, -0.0141, 0.0274, -0.0565
O, -0.0007, -0.0151, -0.0308
O, 0.0007, -0.0022, -0.0202
O, -0.0085, 0.0105, -0.0345
O, -0.0004, -0.0028, -0.0201
O, -0.0034, -0.001, -0.0267
O, 0.0161, -0.0006, -0.0278
O, 0.0149, -0.0159, -0.051
O, -0.0021, 0.005, -0.0191
O, -0.0168, 0.0041, -0.0372
O, -0.0167, -0.0085, -0.0436
O, 0.0099, 0.0026, -0.0321
O, 0.0133, -0.0071, -0.0517
O, 0.0092, 0.0146, -0.0585
O, 0.0116, 0.0006, -0.0261
O, -0.0082, 0.0107, -0.0405
O, 0.022, 0.0018, -0.0312
O, 0.0107, 0.009, -0.0322
O, -0.0071, 0.0017, -0.059
O, 0.0042, -0.0032, -0.025
O, -0.0001, 0, -0.0232
O, 0.0084, 0.012, -0.0572
O, -0.0056, -0.0066, -0.0232
O, 0.0102, -0.0102, -0.0286
O, 0.011, -0.0104, -0.0279
O, 0.016, -0.0202, -0.0453
O, -0.0061, -0.0054, -0.0293
O, -0.0122, -0.0083, -0.0639
O, 0.0014, 0.0125, -0.0173
O, 0.0138, 0.0166, -0.0321
O, -0.0066, -0.0156, -0.0267
O, 0.0122, 0.0035, -0.0462
O, -0.006, 0.0023, -0.0242
O, -0.0008, 0.0015, -0.0229
O, 0.0111, -0.0157, -0.0505
O, 0.0133, 0.0146, -0.0531
O, -0.0022, 0.0009, -0.0135
O, 0.0135, -0.0106, -0.0301
O, -0.0159, -0.0034, -0.0456
O, -0.0089, 0.0042, -0.0178
O, 0.0076, 0.0099, -0.0445
O, 0.0108, -0.0139, -0.0505
O, 0.0221, 0.0004, -0.0428
O, 0.0024, 0.0117, -0.0226
O, 0.0059, 0.0101, -0.0478
O, -0.0007, 0.01, -0.0334
O, 0.0048, 0.0046, -0.0327
O, -0.0088, -0.0081, -0.0241
O, -0.0128, 0.0127, -0.0303
O, -0.0167, 0.0126, -0.0349
O, -0.0102, 0.0153, -0.0286
O, 0.0044, 0.0035, -0.0272
O, -0.014, -0.0007, -0.0389
O, -0.0146, -0.0152, -0.0437
O, -0.0038, -0.0001, -0.024
O, -0.0078, 0.0194, -0.0515
H, -0.2585, 0.2563, -0.2942
H, 0.3503, -0.3418, -0.2396
H, -0.2644, 0.2498, -0.2875
H, 0.3653, -0.3205, -0.2384
H, -0.3697, 0.3151, -0.2517
H, 0.257, -0.2543, -0.2876
H, 0.2547, -0.2644, -0.2953
H, -0.3546, 0.3412, -0.2508
H, 0.2554, -0.2595, -0.2901
H, -0.3259, 0.3745, -0.2406
H, 0.2538, -0.2528, -0.2936
H, -0.3336, 0.3551, -0.2589
H, -0.2499, 0.2527, -0.2909
H, 0.3403, -0.3548, -0.2471
H, -0.2457, 0.2571, -0.2875
H, 0.334, -0.3631, -0.2355
H, 0.3329, -0.3107, 0.2671
H, -0.2967, 0.2559, 0.2808
H, 0.3206, -0.3354, 0.2673
H, -0.2738, 0.2715, 0.2853
H, -0.3594, 0.3026, 0.2405
H, 0.2764, -0.2572, 0.272
H, -0.3303, 0.3233, 0.2373
H, 0.3058, -0.2425, 0.2714
H, 0.257, -0.2825, 0.2776
H, -0.3264, 0.3412, 0.2368
H, 0.2486, -0.2973, 0.2658
H, -0.292, 0.3559, 0.2394
H, -0.2408, 0.3036, 0.29
H, 0.317, -0.3372, 0.2572
H, 0.3383, -0.334, 0.2507
H, -0.2817, 0.2492, 0.294

The program warned: the cutoff lies below the one the program advises for these potential files; the forces do not sum to zero within the program's tolerance; empty levels may hold ghost states of the PAW files; the exchange-correlation potential is rough where the density is thin.
